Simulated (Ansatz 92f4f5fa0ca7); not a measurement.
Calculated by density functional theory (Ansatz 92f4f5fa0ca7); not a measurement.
Periodic cell of 213 atoms, Si132O79H1N1, from a study of silicon, its oxide and their interface. The atomic structure is a simulated model.
Doubt: the cutoff is far below the 930 eV that the study's wrapper takes by default for these files, so forces and energies are approximate.
This geometry differs little from another in the collection (a relaxation step or a small displacement).

Settings
functional: PBE
potential files: Ansatz PAW
basis: plane waves
wave-function cutoff: 580 eV
density cutoff ratio: 5
exchange-correlation grid ratio: 1
k mesh: 1 x 1 x 1, Gamma-centred
self-consistency stop: 5e-08 eV per atom in the density residual
occupations: fixed
spin: none
net charge: 0

Cell vectors (angstrom)
a, 10.938, 0, 0
b, 0, 10.938, 0
c, 0, 0, 31.5457

Atoms and the computed forces on them: element, x, y, z (angstrom), force x, y, z (eV/angstrom)
Si, -0.5783, 0.5985, 24.0271, 0.4359, -0.4131, -0.2154
Si, 6.1619, -0.5581, 23.9281, -0.294, 0.4313, -0.3883
Si, 2.3228, 3.2186, 24.3409, 0.4865, -0.388, 0.1132
Si, 8.6588, 2.3483, 24.2078, -0.3493, 0.6704, 0.157
Si, 0.537, 4.8425, 24.1384, -0.4473, 0.3623, -0.3662
Si, 5.1293, 5.7548, 24.2291, 0.4748, -0.2834, -0.0373
Si, 3.3315, 7.4855, 24.0889, -0.3592, 0.3183, -0.0769
Si, 7.7351, 8.6159, 24.1737, 0.4964, -0.4217, -0.1426
Si, 1.3045, 1.346, 25.3427, -0.0411, 0.1004, -0.0788
Si, 6.8818, 1.2682, 25.326, 0.0036, -0.0064, 0.0106
Si, 4.0798, 4.1532, 25.5812, -0.1659, -0.0779, 0.0421
Si, 9.6921, 4.0342, 25.4802, -0.0382, -0.0663, 0.0098
Si, 1.4282, 6.7434, 25.3336, 0.0853, -0.0223, -0.0669
Si, 6.8095, 6.8734, 25.4735, 0.0034, -0.0968, -0.1072
Si, 4.2113, 9.4877, 25.1224, -0.059, -0.0113, 0.0438
Si, 9.5606, 9.6447, 25.2951, -0.0733, -0.0499, 0.0319
Si, 2.7757, -0.0652, 26.6113, -0.0055, 0.0034, 0.0062
Si, 8.223, -0.0193, 26.782, -0.0051, -0.0274, 0.0911
Si, 0.0556, 2.6785, 26.847, 0.045, 0.0211, 0.0552
Si, 5.5014, 2.6732, 26.7238, 0.0414, 0.0664, 0.0293
Si, 2.7006, 5.502, 26.8579, 0.0437, -0.0624, 0.2357
Si, 8.2428, 5.4592, 26.7336, -0.0646, -0.0366, 0.0054
Si, 0.019, 8.2068, 26.6489, -0.0082, 0.0307, 0.0348
Si, 5.4377, 8.245, 26.7784, 0.0335, -0.0164, 0.0408
Si, 4.1018, 1.3673, 28.1275, -0.0832, -0.3767, -0.6274
Si, 9.5708, 1.3673, 28.1275, -0.0885, -0.1549, 0.4419
Si, 1.3673, 4.1018, 28.1275, 0.0881, -0.1253, 0.7491
Si, 6.8362, 4.1018, 28.1275, 0.1837, -0.227, -0.4024
Si, 4.1018, 6.8362, 28.1275, -0.1296, 0.4528, 0.459
Si, 9.5708, 6.8362, 28.1275, 0.2302, 0.2022, -0.4789
Si, 1.3673, 9.5708, 28.1275, 0.2205, -0.1585, -0.7944
Si, 6.8362, 9.5708, 28.1275, -0.0335, 0.079, 0.2145
Si, 0, 0, 29.4947, -0.0894, 0.0792, -0.0299
Si, 5.469, 0, 29.4947, 0.0162, -0.0358, 0.032
Si, 2.7345, 2.7345, 29.4947, -0.0932, 0.11, -0.0004
Si, 8.2035, 2.7345, 29.4947, 0.0387, -0.0053, 0.0313
Si, 0, 5.469, 29.4947, 0.0204, -0.0766, 0.0231
Si, 5.469, 5.469, 29.4947, -0.0315, 0.0561, -0.0552
Si, 2.7345, 8.2035, 29.4947, 0.0968, -0.0125, 0.0494
Si, 8.2035, 8.2035, 29.4947, -0.064, 0.0319, -0.0192
Si, 1.3673, 1.3673, 30.862, 0.0588, -0.0567, 0.0116
Si, 6.8362, 1.3673, 30.862, -0.0306, 0.0668, -0.0312
Si, 4.1018, 4.1018, 30.862, 0.0402, -0.104, 0.0098
Si, 9.5708, 4.1018, 30.862, -0.0309, 0.0403, -0.0253
Si, 1.3673, 6.8362, 30.862, 0.002, 0.0472, -0.0297
Si, 6.8362, 6.8362, 30.862, 0.0574, -0.0562, 0.0143
Si, 4.1018, 9.5708, 30.862, -0.086, -0.0066, -0.0159
Si, 9.5708, 9.5708, 30.862, 0.0905, -0.0356, 0.0038
Si, 2.7345, 0, 0.6835, 0.049, 0.0172, 0.0342
Si, 8.2035, 0, 0.6835, -0.0426, 0.0474, 0.0135
Si, 0, 2.7345, 0.6835, -0.0566, 0.0827, -0.0308
Si, 5.469, 2.7345, 0.6835, 0.0677, -0.0564, 0.0314
Si, 2.7345, 5.469, 0.6835, -0.0633, 0.0373, 0.0206
Si, 8.2035, 5.469, 0.6835, 0.033, -0.069, 0.0383
Si, 0, 8.2035, 0.6835, -0.0293, -0.0423, 0.0265
Si, 5.469, 8.2035, 0.6835, -0.0897, 0.1138, -0.026
Si, 4.1018, 1.3673, 2.0507, -0.0629, 0.1121, -0.0432
Si, 9.5708, 1.3673, 2.0507, 0.1719, 0.0191, -0.0064
Si, 1.3673, 4.1018, 2.0507, -0.0145, -0.2027, 0.0056
Si, 6.8362, 4.1018, 2.0507, 0.0051, 0.0531, -0.0321
Si, 4.1018, 6.8362, 2.0507, 0.0909, -0.0216, 0.0172
Si, 9.5708, 6.8362, 2.0507, 0.0308, 0.0757, -0.012
Si, 1.3673, 9.5708, 2.0507, -0.005, 0.019, -0.0057
Si, 6.8362, 9.5708, 2.0507, -0.0584, -0.1886, -0.0086
Si, 0, 0, 3.418, -0.1992, 0.2168, -0.3548
Si, 5.469, 0, 3.418, -0.0097, -0.0715, 0.5153
Si, 2.7345, 2.7345, 3.418, 0.137, -0.1358, -0.8313
Si, 8.2035, 2.7345, 3.418, -0.0723, 0.2807, 0.6978
Si, 0, 5.469, 3.418, -0.2332, 0.0811, 0.2415
Si, 5.469, 5.469, 3.418, 0.296, 0.0949, -0.2303
Si, 2.7345, 8.2035, 3.418, -0.0825, 0.0989, 0.3742
Si, 8.2035, 8.2035, 3.418, -0.3036, -0.1471, -0.3233
Si, 1.3929, 1.3743, 4.7174, 0.1227, 0.1069, -0.1198
Si, 6.8012, 1.3965, 4.8568, 0.0596, -0.0326, -0.0118
Si, 4.0832, 4.1088, 4.6962, -0.02, -0.0763, -0.1147
Si, 9.5222, 4.2056, 4.8817, -0.0298, -0.1629, 0.0028
Si, 1.3253, 6.8553, 4.8026, -0.0143, 0.0142, -0.0279
Si, 6.8518, 6.8203, 4.817, -0.033, 0.0243, 0.0071
Si, 4.1114, 9.5393, 4.8574, 0.1012, 0.0501, 0.0914
Si, 9.4749, 9.641, 4.7128, -0.1356, 0.1209, -0.1145
Si, 2.6813, -0.0013, 6.172, -0.0915, -0.1747, -0.1212
Si, 8.1885, 0.039, 6.2455, 0.1631, 0.0601, 0.0786
Si, 0.1353, 2.8574, 6.0459, 0.1759, 0.1371, 0.2092
Si, 5.3447, 2.7702, 6.1504, -0.0977, -0.1879, -0.0526
Si, 2.8159, 5.5085, 6.0567, 0.1319, 0.0457, 0.191
Si, 8.1185, 5.5361, 6.4193, 0.0461, 0.078, 0.0549
Si, -0.2029, 8.219, 6.0189, -0.1096, -0.081, 0.0732
Si, 5.5101, 8.1515, 6.2526, -0.0329, 0.057, 0.0044
Si, 3.4264, 1.8803, 7.3457, 0.3143, -0.1127, 0.4781
Si, 10.2854, 0.9337, 7.0751, -0.4131, 0.4996, -0.3476
Si, 2.0205, 3.7674, 7.3803, -0.4623, 0.2095, 0.3884
Si, 6.2424, 4.4573, 7.5026, 0.1511, -0.4547, 0.0446
Si, 4.6111, 6.2539, 7.4311, -0.465, 0.5017, 0.04
Si, 8.8977, 7.6156, 7.4972, 0.5814, -0.5036, -0.0981
Si, 0.7557, 9.9994, 7.159, 0.5303, -0.3747, 0.1173
Si, 7.1192, 9.2782, 7.589, -0.6984, 0.3683, 0.1721
O, 0.7701, 9.5625, 8.7866, -0.2867, 0.0718, -0.1148
N, 2.3087, 4.1596, 9.1748, 0.1735, -0.3953, -0.7063
O, 10.5652, 1.5082, 8.6357, -0.0644, -0.1818, 0.1262
O, 6.3332, 9.7135, 9.0481, 0.3759, -0.2257, -0.4978
O, 3.3142, 1.627, 9.0334, -0.0152, 0.172, -0.299
O, 3.9402, 6.5418, 8.9444, 0.1208, -0.2408, -0.1619
O, 6.3207, 3.6501, 8.9866, -0.0871, 0.1939, -0.1033
O, 9.6662, 7.7035, 9.0083, -0.2649, 0.2224, -0.1296
O, 3.2148, 2.8187, 22.9664, -0.2167, 0.1296, 0.057
O, 6.2061, 10.7495, 22.2556, 0.03, -0.1615, 0.482
O, 8.0938, 3.2872, 22.9532, 0.1025, -0.2077, -0.0909
O, -0.0023, 5.0412, 22.5349, 0.0507, -0.1363, 0.375
O, 8.1608, 8.0696, 22.6442, -0.0998, 0.2775, 0.3259
O, 2.6672, 7.6756, 22.5494, 0.1523, -0.0796, 0.2264
O, 5.9198, 4.8858, 23.0168, -0.158, 0.0553, 0.0191
O, 10.769, 11.1366, 22.4375, -0.1045, 0.1591, 0.3672
Si, 7.0403, 0.177, 20.8876, -0.058, -0.0824, -0.4036
Si, 6.9725, 2.4089, 14.7035, 0.0504, 0.0497, 0.1548
Si, 6.7805, 2.3945, 9.9318, 0.0419, 0.2726, 0.17
Si, 3.1812, 3.6486, 21.5731, 0.0776, -0.1586, -0.3997
Si, -3.1481, 7.1769, 21.3415, 0.0125, 0.1787, -0.3903
Si, -0.5932, 9.095, 9.5858, 0.464, -0.2266, 0.219
Si, 10.0622, 11.3853, 20.9873, -0.0318, -0.0929, -0.4665
Si, 3.9857, 3.038, 14.7045, -0.0516, 0.0824, -0.0242
Si, 4.8229, -6.2739, 18.1245, 0.0175, -0.0831, -0.1041
Si, 7.3148, 4.2997, 12.3544, -0.0618, 0.2598, 0.2363
Si, -2.0223, 7.8408, 16.6705, -0.0919, 0.0697, 0.1439
Si, 5.7455, 10.4647, 10.3766, -0.1943, -0.0607, 0.3627
Si, 3.4269, -1.7062, 12.1085, -0.0873, -0.0144, 0.1692
Si, 7.2697, 10.5268, 13.1765, -0.0036, 0.0067, 0.295
Si, 16.1158, -3.8225, 19.7093, 0.0338, -0.0035, -0.2266
Si, 14.0171, 0.2373, 14.3311, 0.0018, -0.0184, 0.0054
Si, 7.1695, 4.3235, 22.1213, -0.0819, -0.0033, -0.0741
Si, 0.5665, 4.8302, 21.0143, -0.0363, -0.0044, -0.1782
Si, 2.8166, 2.772, 10.1107, 0.0067, 0.0362, 0.2101
Si, 11.2819, 1.0421, 14.8851, 0.0142, -0.0029, 0.0367
Si, 9.4698, 1.0219, 9.7299, 0.2602, 0.1472, 0.27
Si, 15.2192, 15.4807, 12.0518, -0.0216, -0.0189, 0.1779
Si, 5.0614, 8.9994, 14.5564, -0.0127, -0.0913, 0.0411
Si, 11.5467, 8.0182, 12.1839, 0.0838, -0.129, 0.1326
Si, 10.1781, 5.2582, 12.754, 0.0234, 0.0198, 0.0347
Si, 9.8231, 9.4694, 14.24, 0.1121, -0.0271, 0.071
Si, 5.6327, 2.6793, 19.9254, -0.0325, -0.0824, -0.2478
Si, 8.8339, 9.1289, 19.4716, -0.014, 0.044, -0.0427
Si, 2.7617, 6.6794, 21.2666, -0.105, 0.0068, -0.4858
Si, 9.3441, 2.7503, 16.5794, -0.0653, -0.0659, 0.0544
Si, 11.1857, 2.2908, 11.9387, 0.2476, 0.2461, 0.175
Si, -0.1475, 2.7983, 19.0978, -0.0222, -0.0314, -0.0889
Si, 2.7439, 5.7491, 9.7554, -0.0147, 0.0209, 0.2183
Si, -0.4598, -5.5319, 15.9806, 0.023, -0.0635, -0.0692
Si, 5.8992, -3.8855, 16.8602, -0.0215, 0.0056, -0.0141
Si, 2.0517, 3.9116, 17.1225, 0.0504, -0.0197, -0.0377
O, 19.0279, 1.7143, 9.2547, -0.0998, -0.0918, -0.0988
O, 16.7958, 5.0368, 12.1149, 0.0294, -0.0357, -0.0476
O, 9.3371, 4.3701, 16.505, 0.033, 0.0119, 0.0333
O, 4.1253, -0.7249, 15.1394, -0.0057, 0.0227, -0.0053
O, 12.6001, 3.6112, 21.0063, 0.0549, -0.0203, 0.069
O, 1.3094, 6.2524, 20.6153, 0.0138, 0.0063, 0.0746
O, 10.8244, 3.8511, 12.2489, -0.0233, -0.076, -0.0482
O, -0.4611, 4.2444, 19.8673, 0.0363, 0.0855, 0.1085
O, -1.4248, -8.5831, 18.1527, 0.0293, 0.077, 0.0666
O, 4.2776, 9.7974, 10.8111, 0.097, 0.0982, -0.166
O, 3.4882, 5.2659, 21.7456, 0.056, 0.0563, 0.1875
O, 10.9036, 1.5899, 20.1856, -0.0554, -0.0427, 0.123
O, -4.2449, 3.5318, 20.7894, 0.1414, 0.1149, 0.2543
O, -2.8961, 5.6046, 21.6175, 0.1216, -0.0884, 0.1491
O, 13.6507, 10.4705, 12.9078, 0.0388, 0.0385, -0.0563
O, 3.3006, 5.6288, 11.3222, -0.0385, 0.0709, -0.2044
O, 8.4881, 11.8109, 21.2482, 0.0444, 0.1027, 0.2011
O, 10.3218, 5.4597, 14.359, -0.0084, 0.0346, -0.0001
O, 1.4125, 6.6854, 9.5751, 0.0214, 0.0231, -0.1331
O, 4.0566, 3.1906, 11.1336, 0.0316, -0.0694, -0.1223
O, 11.3949, 12.4527, 13.3412, -0.029, -0.0178, -0.1021
O, 8.8371, -0.8502, 13.101, -0.0769, 0.0425, -0.0822
O, 11.1067, 8.6506, 13.6354, -0.0136, 0.0152, -0.0478
O, 7.0076, 1.118, 13.7077, 0.0036, -0.1339, -0.1354
O, 5.501, 2.8202, 15.2829, 0.0155, -0.0437, -0.0398
O, 7.3135, 3.0428, 11.3324, -0.048, -0.2457, -0.2352
O, 4.145, 2.853, 20.5534, -0.163, 0.1088, 0.1907
O, 14.7837, 4.2601, 13.6163, 0.0338, 0.0075, -0.0401
O, 5.7213, 12.0975, 10.1308, -0.0141, -0.0335, -0.1253
O, -4.7083, 7.4661, 20.8979, -0.0407, -0.0525, 0.1657
O, 10.6944, 8.8719, 11.128, -0.1254, 0.1232, -0.124
O, 5.1594, -3.1374, 15.6331, -0.011, 0.0193, -0.0573
O, 5.2458, 5.5055, 19.4542, 0.003, 0.0704, 0.1295
O, 12.7613, 0.5255, 15.3256, -0.0158, -0.0489, 0.03
O, -2.327, 5.3113, 12.2088, -0.0364, -0.0405, -0.023
O, 3.658, 7.4836, 20.1564, -0.1178, -0.0973, 0.2209
O, 11.0665, 6.4541, 12.0867, -0.0096, 0.0626, -0.0169
O, 8.7895, -3.3074, 20.1245, -0.0011, -0.163, 0.1674
O, 8.9586, 8.5214, 15.2109, -0.0349, 0.0124, -0.0723
O, -0.7592, 6.8177, 16.7277, 0.0422, 0.0066, 0.0226
O, 6.0888, 1.1272, 19.9584, 0.1066, -0.1235, 0.144
O, 7.4199, -1.08, 19.8966, -0.0211, 0.0716, 0.1113
O, 2.9147, 3.1948, 15.9232, -0.0116, -0.0173, 0.0253
O, 5.3913, -5.4486, 16.8341, 0.0112, 0.008, 0.0347
O, 7.9747, 2.1303, 15.9641, -0.0084, 0.0259, -0.0002
O, 10.3045, -0.2149, 15.1449, -0.0151, -0.055, -0.024
O, 6.6999, 10.2741, 11.687, 0.0526, 0.0349, -0.1867
O, 11.9932, 4.9846, 16.4101, 0.0059, 0.0593, 0.0288
O, 1.1761, 2.9358, 18.1159, 0.0269, 0.0213, 0.066
O, 10.6758, 2.2686, 15.7509, 0.0147, 0.0009, -0.0157
O, 6.55, 9.5553, 14.2658, 0.0566, 0.0583, -0.0597
O, 3.19, -6.3122, 18.0534, -0.0337, 0.0141, 0.0185
O, 7.5122, 7.0269, 16.7465, 0.0628, 0.0114, -0.0259
O, 5.517, 3.1944, 18.3596, -0.0391, 0.0988, 0.1606
O, 5.4966, 7.8148, 18.2646, 0.0101, -0.0447, 0.0545
O, -1.924, -1.9818, 17.8619, -0.0194, -0.0258, -0.004
O, 1.6, 2.2003, 11.0447, 0.0473, -0.0185, -0.0763
O, 10.0677, 10.0195, 20.0707, 0.0373, 0.0693, 0.1537
O, 2.1952, -2.741, 11.838, -0.0332, 0.0115, -0.062
O, 4.4317, 8.4562, 13.1487, 0.032, -0.0104, -0.0375
O, 9.2695, -0.6014, 9.583, -0.1566, 0.0686, -0.0084
O, 7.4966, 14.6452, 13.8656, -0.016, -0.0042, -0.1162
O, 3.6842, 1.6722, 13.8884, 0.0285, -0.0805, -0.0407
O, 9.9577, 1.5385, 11.1881, -0.2626, -0.2066, -0.1614
H, 0.5663, 6.2339, 9.7268, 0.0637, 0.0137, 0.0208

Results
free energy: -129240.932 eV
free energy less fixed offsets of H -15.97, N -385.13, O -568.88, Si -635.61 eV per atom: 2.208 eV

The program warned: the cutoff lies below the one the program advises for these potential files; the forces do not sum to zero within the program's tolerance; the exchange-correlation potential is rough where the density is thin.
